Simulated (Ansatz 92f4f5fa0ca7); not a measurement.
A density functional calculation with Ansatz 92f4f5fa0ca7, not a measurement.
Periodic cell of 223 atoms, Si132O90P1, from a study of silicon, its oxide and their interface. The atomic structure is a simulated model.
Doubt: the cutoff is far below the 930 eV that the study's wrapper takes by default for these files, so forces and energies are approximate.

Settings: functional PBE; potential files Ansatz PAW; basis plane waves; wave-function cutoff 580 eV; density cutoff ratio 5; exchange-correlation grid ratio 1; k mesh 1 x 1 x 1, Gamma-centred; self-consistency stop 5e-08 eV per atom in the density residual; occupations fixed; spin none; net charge +1 e, with a uniform compensating background and no finite-size correction.

Cell vectors (angstrom)
a 10.938 0 0
b 0 10.938 0
c 0 0 32.1988

Atoms: element, x, y, z (angstrom)
Si 10.5868 0.2325 24.8536
Si 5.7354 10.6808 24.7321
Si 2.4778 2.9217 24.6345
Si 8.4269 2.4675 24.8157
Si 0.2744 5.1698 24.7491
Si 5.1524 5.7527 24.6841
Si 2.933 8.0102 24.5876
Si 7.9352 8.4402 24.7238
Si 1.3271 1.3878 26.0302
Si 6.842 1.315 26.1061
Si 4.0427 4.1098 25.9821
Si 9.6051 4.0632 26.0773
Si 1.3961 6.8308 25.9922
Si 6.7661 6.8572 26.0193
Si 4.0996 9.5391 25.9895
Si 9.4662 9.5731 26.1332
Si 2.7268 -0.0019 27.3403
Si 8.1583 -0.0163 27.5452
Si 0.01 2.7241 27.4817
Si 5.4389 2.749 27.3593
Si 2.7282 5.4724 27.424
Si 8.1835 5.477 27.3494
Si -0.0073 8.188 27.3676
Si 5.4386 8.2055 27.4406
Si 4.0772 1.3709 28.7334
Si 9.5785 1.3583 28.8492
Si 1.3675 4.1187 28.8174
Si 6.8252 4.1085 28.7301
Si 4.0982 6.8233 28.8043
Si 9.5537 6.8275 28.7399
Si 1.367 9.5704 28.7263
Si 6.7777 9.5483 28.8645
Si 0.0188 -0.0221 30.1613
Si 5.4249 0.0174 30.1597
Si 2.7377 2.7319 30.1521
Si 8.1867 2.7515 30.1387
Si -0.0239 5.476 30.1426
Si 5.4798 5.4595 30.1504
Si 2.7196 8.2127 30.127
Si 8.2036 8.1823 30.1597
Si 1.3752 1.3602 31.5318
Si 6.8221 1.3817 31.5012
Si 4.1125 4.0944 31.5221
Si 9.5592 4.104 31.5155
Si 1.3529 6.851 31.4885
Si 6.8453 6.8173 31.5386
Si 4.0742 9.5742 31.5209
Si 9.5778 9.5554 31.524
Si 2.7388 -0.0008 0.7194
Si 8.1934 0.0092 0.6632
Si -0.0082 2.7361 0.6911
Si 5.4803 2.7315 0.7025
Si 2.731 5.4975 0.655
Si 8.2145 5.4505 0.7167
Si 0.0142 8.1916 0.6945
Si 5.4646 8.2113 0.6877
Si 4.1278 1.3649 2.0795
Si 9.5549 1.3539 2.0548
Si 1.3766 4.1361 2.0218
Si 6.8487 4.0803 2.0859
Si 4.1029 6.8322 2.056
Si 9.5851 6.8355 2.0637
Si 1.3796 9.5477 2.072
Si 6.8274 9.6022 2.0464
Si -0.0165 -0.0376 3.3931
Si 5.4975 0.0125 3.495
Si 2.7712 2.8006 3.3604
Si 8.1809 2.6767 3.4778
Si 0.0276 5.476 3.4378
Si 5.4776 5.4643 3.4188
Si 2.7808 8.2116 3.4668
Si 8.2005 8.2295 3.3704
Si 1.3939 1.3931 4.648
Si 6.8442 1.3334 4.9381
Si 4.1571 4.0757 4.8093
Si 9.577 4.0808 4.7623
Si 1.4138 6.8337 4.8167
Si 6.8383 6.8836 4.7422
Si 4.1483 9.5761 4.8674
Si 9.5427 9.548 4.7861
Si 2.7428 0.1088 6.0889
Si 8.2241 -0.0893 6.2863
Si 0.014 2.6721 6.0634
Si 5.469 2.7282 6.3093
Si 2.8296 5.4929 6.1696
Si 8.1814 5.466 6.0722
Si 0.0141 8.2002 6.1422
Si 5.5614 8.217 6.2573
Si 3.8107 1.6007 7.6196
Si 9.8401 1.129 7.465
Si 1.6374 3.8127 7.2613
Si 6.6478 4.4109 7.4932
Si 4.4246 6.6262 7.5378
Si 9.4031 6.9408 7.3753
Si 1.1229 9.9185 7.2952
Si 7.2207 9.1751 7.6956
O 8.3489 8.0111 8.0419
O 2.6802 2.7622 7.9992
O 9.5203 1.3535 24.2505
O 4.0502 6.8674 24.1159
O 0.0408 0.0339 7.9999
O 5.5258 5.5017 8.066
O 6.8472 9.5731 24.1839
O 1.3693 4.0649 24.1564
O 3.8478 7.3501 8.9503
O 0.8185 4.3908 8.673
O 9.912 6.1298 8.8973
O 2.0311 9.2975 8.5224
O 7.5181 3.9399 8.8234
O 4.2455 0.9356 9.0846
O 6.7383 9.5582 9.2245
O 9.2073 1.858 8.8084
O 7.7146 3.1602 23.5093
O 10.4998 5.8478 23.4382
O 5.0858 0.4347 23.3929
O 5.859 5.0918 23.3531
O 3.1068 2.214 23.2702
O 2.298 8.7182 23.2149
O 8.614 7.7497 23.3881
O 0.2495 10.348 23.5836
Si 4.39 1.5748 22.4639
Si 3.4824 7.9229 14.0311
Si 7.1088 0.9612 14.6609
Si 0.9464 9.3589 22.5158
Si 1.2061 4.2666 11.8963
Si 6.2584 8.9675 15.317
Si 0.6746 1.3511 12.2769
Si 8.627 4.9554 20.5062
P 0.3645 5.6788 9.377
Si 5.1006 3.1299 17.9405
Si 0.8836 3.7539 16.7386
Si 10.3973 2.8455 19.2217
Si 5.2753 1.1835 10.3484
Si 0.8876 0.1788 19.8398
Si 6.6374 9.4609 10.8599
Si 9.3383 9.6832 18.3183
Si 9.3711 9.2376 12.5734
Si 6.5725 3.8493 22.5797
Si 2.4549 8.0376 9.4105
Si 10.5905 7.3734 17.07
Si 2.5134 6.2928 16.5813
Si 10.1559 4.4962 14.1775
Si 6.1375 9.1913 18.5109
Si 7.9646 2.5727 9.583
Si 8.8768 2.136 12.4498
Si 5.3426 6.2495 18.0615
Si 3.922 0.5628 19.4631
Si 4.2926 3.8393 12.0523
Si 5.5269 6.6093 12.132
Si 8.0129 2.5053 17.2156
Si 4.3567 2.491 14.9653
Si 1.5366 1.2241 15.2379
Si 1.5486 9.3938 12.061
Si 8.0302 6.8535 13.8684
Si 10.3744 9.841 15.4789
Si 9.8074 7.0162 22.5484
Si 8.1153 5.4861 17.4027
O 6.0299 7.9611 11.2822
O 6.0096 9.2114 16.893
O 7.6796 1.3572 13.191
O 0.9214 1.7698 13.8316
O 9.4292 6.2616 16.8651
O 6.7322 6.215 13.146
O 5.1291 4.6671 18.6062
O 9.2266 2.1496 18.2692
O 2.3678 0.1019 19.0699
O 9.4101 10.2388 16.7577
O 2.7927 4.4337 11.6968
O 5.0662 10.3283 19.1028
O 9.4384 3.2251 13.4936
O 0.4593 1.7687 19.9473
O 3.1521 1.3709 15.0613
O 8.1739 5.3818 19.0151
O 3.8975 6.608 17.3843
O 4.5792 3.2896 16.3826
O 9.0307 5.6537 14.3019
O 5.4567 2.7583 22.1292
O 10.7004 4.1805 15.6574
O 0.3261 3.8703 18.2668
O 10.4274 10.5191 19.2083
O 9.6259 10.0215 14.0243
O 10.8993 8.1319 22.0893
O 1.1727 2.1698 16.5061
O 9.7288 3.7484 20.4096
O 8.1526 4.0322 16.6759
O -0.0594 9.0889 11.9082
O 6.5856 2.4286 18.0034
O 5.5733 10.7157 11.1902
O 7.7486 9.5998 18.8338
O 10.0269 1.0169 12.0536
O 1.3327 6.8319 9.0872
O 0.582 4.8009 13.2947
O 5.7116 7.627 18.9749
O 5.2327 5.0903 11.5128
O 2.7081 6.9724 15.111
O 0.9037 2.7332 11.4315
O 0.8492 10.6999 15.5132
O 2.363 8.5169 10.943
O 4.7033 2.4322 11.2828
O 4.2371 3.5276 13.6814
O 2.2097 4.6817 16.4982
O 10.7106 8.2569 15.691
O 6.91 10.2959 14.6632
O 2.3325 8.9551 13.4381
O 8.0225 1.5241 15.9035
O 4.103 6.9954 12.8406
O 4.1771 2.0153 18.7171
O 7.2885 4.4264 21.2518
O 8.4127 2.9284 11.1086
O 1.1791 6.8669 17.3549
O 5.6487 1.5908 14.7351
O 8.1174 9.7531 11.595
O 9.2112 6.2883 21.2281
O 8.9486 7.7013 12.8505
O 1.6428 0.0971 11.8609
O 6.6473 6.144 17.056
O 7.3971 7.8111 15.0426
O 1.2149 10.295 21.215
O 10.0281 8.2037 18.3469
O 3.946 0.8585 21.0746
O 0.3644 5.3334 10.8886
O 6.6886 1.579 9.6377
O 4.7748 8.6939 14.6757

Results
free energy: -135858.299 eV
free energy less fixed offsets of O -568.88, P -755.39, Si -635.61 eV per atom: -3.189 eV

Forces (eV/angstrom), in the order of the atoms: element, x, y, z
Si 0.0267 -0.0357 -0.0944
Si -0.0161 0.028 -0.136
Si 0.0221 -0.025 -0.1269
Si -0.0302 0.029 -0.14
Si -0.0138 0.0173 -0.1392
Si 0.0108 -0.0187 -0.1259
Si -0.0203 0.0084 -0.1218
Si 0.0364 -0.029 -0.1188
Si 0.0014 0.0156 0.0109
Si 0.0147 -0.0139 0.0541
Si -0.0061 0.0033 0.0306
Si 0.0062 0.0023 0.0263
Si 0.0103 0.0128 0.0369
Si 0.0038 0.0095 0.0138
Si -0.0031 -0.0017 0.0185
Si -0.0258 0.0078 0.0453
Si -0.0044 -0.0041 -0.0661
Si -0.0146 -0.0182 0.1038
Si 0.0066 0.003 0.0812
Si -0.0023 -0.0087 -0.0596
Si 0.0016 0.0064 0.0264
Si 0.002 -0.0151 -0.0625
Si -0.0009 -0.0138 -0.0579
Si -0.0163 -0.0168 0.0492
Si 0.0216 0.0011 0.0706
Si -0.0349 -0.0037 -0.1254
Si -0.0134 -0.0591 -0.0844
Si 0.0101 -0.0152 0.0735
Si -0.0102 0.0055 -0.0534
Si 0.0007 0.0332 0.0559
Si -0.0293 0.0023 0.0703
Si 0.1025 0.0296 -0.1407
Si 0.0362 -0.0224 0.0156
Si -0.0461 0.0439 0.0228
Si -0.0044 -0.0078 0.0085
Si -0.013 0.0125 0.0065
Si -0.0142 0.0177 0.0098
Si 0.0158 -0.0126 0.0092
Si 0.0023 0.0175 -0.0049
Si 0.0114 -0.0261 0.0224
Si 0.0081 -0.0058 0.0091
Si 0.0027 0.0049 0.0006
Si 0.0027 -0.0077 -0.0004
Si -0.0048 -0.0108 0.0218
Si -0.0062 0.0068 -0.0073
Si 0.0011 0.0049 0.0152
Si 0.0005 -0.0132 0.0258
Si -0.0016 0.0033 -0.0026
Si -0.0121 0.0073 0.0105
Si 0.0156 0.006 -0.0313
Si 0.0098 -0.0137 -0.0041
Si -0.0024 -0.0004 -0.0068
Si 0.0263 -0.0229 -0.0301
Si -0.0061 0.0119 0.0076
Si -0.0164 0.005 -0.0051
Si 0.0027 -0.0013 -0.0159
Si 0.0515 -0.0277 -0.0135
Si -0.0222 -0.0011 0.0134
Si -0.0525 0.0201 -0.0214
Si 0.0143 -0.0605 0.0151
Si 0.0111 0.0332 0.0161
Si 0.0244 -0.0214 -0.0056
Si 0.0599 -0.0297 0.0032
Si -0.049 0.0323 -0.0058
Si 0.0828 0.1122 0.0761
Si -0.0451 -0.017 -0.1052
Si -0.0599 -0.1614 0.1113
Si 0.0561 0.0714 -0.0826
Si -0.0447 -0.0104 -0.0324
Si 0.0407 0.0216 0.0254
Si -0.0397 0.0082 -0.0722
Si -0.0003 -0.0647 0.0665
Si -0.0026 0.0062 -0.0839
Si 0.0015 -0.0242 0.086
Si 0.0175 0.0174 -0.0434
Si 0.0067 -0.0042 0.0514
Si 0.0106 -0.0057 -0.004
Si 0.009 0.0194 -0.0303
Si 0.0172 0.0138 0.114
Si -0.018 -0.0136 -0.0626
Si 0.0797 0.0433 -0.0867
Si -0.0597 0.0068 0.0146
Si -0.0631 -0.0102 -0.1464
Si -0.0077 -0.0508 -0.0098
Si -0.0501 0.0572 0.0139
Si 0.019 -0.1112 -0.2184
Si 0.0948 -0.0403 -0.1078
Si -0.0088 0.0446 -0.0854
Si 0.0281 -0.0986 0.1864
Si -0.0056 0.0447 0.267
Si -0.0107 -0.0397 0.6053
Si 0.0136 0.0049 0.2941
Si 0.0113 -0.0279 0.3009
Si -0.1387 0.0091 0.7731
Si 0.0165 0.0422 0.2879
Si -0.1243 0.0719 0.209
O 0.1246 -0.0405 -0.2342
O 0.0163 0.036 -0.1859
O -0.0037 0.0097 0.0771
O 0 0.0065 0.0677
O 0.0058 -0.0615 -0.1603
O -0.0206 0.0066 -0.1447
O -0.0082 0.0023 0.0738
O -0.0096 -0.0006 0.0775
O 0.016 -0.0421 -0.1325
O 0.0881 0.0559 -0.3958
O -0.0829 0.1869 -0.5096
O -0.0277 0.0275 -0.092
O -0.0574 0.0449 -0.1857
O -0.0632 0.054 -0.1544
O 0.0577 -0.0393 -0.1665
O 0.0568 -0.0467 -0.1451
O 0.048 -0.0406 0.1104
O 0.0445 -0.0539 0.1242
O 0.0412 -0.055 0.1213
O -0.0433 0.0537 0.1192
O -0.0504 0.039 0.1141
O 0.0496 -0.0394 0.1193
O -0.0472 0.0403 0.103
O -0.0514 0.0555 0.114
Si 0.0034 0.0059 -0.1288
Si 0.0272 -0.0146 0.2264
Si 0.0024 -0.0069 0.1936
Si -0.0144 -0.0036 -0.1377
Si -0.0454 -0.0269 0.0914
Si -0.0191 0.0198 0.1775
Si 0.0211 -0.0266 0.1864
Si 0.0202 -0.015 -0.0106
P 0.0442 -0.4114 0.3319
Si 0.0098 -0.0043 0.1098
Si 0.0267 0.0069 0.1571
Si 0.004 -0.0149 0.0624
Si -0.0039 0.0319 0.2038
Si 0.0055 0.0165 -0.0093
Si 0.0493 -0.0504 0.2403
Si -0.0157 0.0072 0.1023
Si 0.0076 -0.0167 0.2086
Si -0.0064 -0.0178 -0.127
Si -0.099 -0.0065 0.0682
Si -0.0087 -0.0258 0.1096
Si 0.0146 -0.0132 0.1533
Si -0.0183 -0.0008 0.2314
Si -0.0086 0.008 0.1017
Si 0.0169 -0.0062 0.2113
Si -0.014 -0.0368 0.2331
Si 0.0104 0.0066 0.0645
Si -0.0016 -0.0238 0.0004
Si -0.0048 0.0194 0.2077
Si 0.0158 -0.011 0.209
Si 0.0029 0.0303 0.1168
Si 0.0135 -0.0287 0.2059
Si 0.0251 -0.0178 0.1851
Si -0.0404 0.1051 0.2198
Si 0.0016 0.0159 0.1582
Si 0.0019 -0.0227 0.1965
Si -0.0055 0.0124 -0.1258
Si -0.0157 -0.0043 0.0841
O 0.0242 0.0659 -0.0877
O 0.0018 -0.0044 -0.1226
O 0.0408 0.0265 -0.1248
O -0.0143 -0.0141 -0.1539
O 0.0106 0.0126 -0.0413
O -0.0682 -0.0049 -0.102
O -0.001 -0.0042 -0.021
O -0.0224 -0.0019 -0.0408
O -0.0015 -0.0013 -0.0057
O 0.0238 0.0036 -0.0964
O -0.0231 -0.0028 -0.0455
O 0.0075 -0.0059 -0.0175
O -0.0164 -0.0401 -0.0816
O -0.0046 0.0047 -0.0065
O -0.0011 0.0048 -0.0506
O -0.0074 0.0063 -0.0353
O -0.0373 0.0001 -0.055
O -0.0241 -0.0179 -0.1211
O 0.0017 0.0122 -0.0612
O 0.0009 0.0062 0.0418
O -0.046 0.0139 -0.1216
O 0.0235 0.0099 -0.0678
O -0.0143 -0.0143 -0.0232
O -0.0311 -0.013 -0.1592
O 0.004 0 0.0422
O 0.0054 -0.0308 -0.0735
O -0.0041 0.0038 -0.0037
O 0.0066 -0.0053 -0.0446
O 0.0475 -0.02 -0.054
O 0.0065 -0.001 -0.0298
O -0.013 0.0234 -0.0812
O 0.0104 -0.0025 -0.0281
O 0.0059 -0.0023 -0.069
O 0.2198 0.2582 0.0433
O 0.0737 -0.0289 -0.1451
O -0.0008 -0.0092 -0.0242
O -0.001 -0.0031 -0.0625
O 0.0269 0.0535 -0.1229
O 0.0067 0.0811 -0.0447
O 0.0096 0.0153 -0.0567
O 0.0447 -0.122 -0.2456
O 0.0105 -0.0757 -0.1041
O -0.0071 0.0479 -0.1821
O -0.0043 -0.0074 -0.046
O -0.0009 0.0347 -0.0804
O 0.0111 0.0098 -0.0619
O -0.0574 0.0256 -0.1469
O -0.0189 -0.0394 -0.1069
O 0.0474 -0.0217 -0.1077
O 0.0078 0.0242 -0.0282
O -0.0207 -0.0143 0.0481
O -0.0379 0.0177 -0.191
O 0.0084 -0.0021 -0.0403
O 0.0056 0.0053 -0.0597
O -0.0724 0.002 -0.1113
O 0.0107 0.0232 0.0461
O 0.0133 0.0473 -0.08
O 0.0037 -0.0055 -0.0579
O 0.0077 0.0006 -0.0368
O 0.0312 -0.0397 -0.086
O -0.0019 -0.0191 0.0566
O 0.0124 -0.0111 -0.039
O 0.0079 0.0144 0.0553
O -0.1741 0.2838 -0.625
O 0.0066 -0.0071 -0.0617
O -0.0504 -0.0241 -0.0796

The program warned: the cutoff lies below the one the program advises for these potential files; the exchange-correlation potential is rough where the density is thin.
